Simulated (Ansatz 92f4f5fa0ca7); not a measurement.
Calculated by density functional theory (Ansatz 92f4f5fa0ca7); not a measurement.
Periodic cell of 462 atoms, Si286O176, from a study of silicon, its oxide and their interface. The atomic structure is a simulated model.

Settings: functional r2SCAN; potential files Ansatz PAW; basis plane waves; wave-function cutoff 800 eV; density cutoff ratio 5; exchange-correlation grid ratio 1; k mesh 1 x 1 x 1, Gamma-centred; self-consistency stop 1e-10 eV per atom in the density residual; occupations fixed; spin none; net charge 0.

Cell vectors (angstrom)
a 16.332 0 0
b 0 16.332 0
c 0 0 30.0098

Atoms and the computed forces on them: element, x, y, z (angstrom), force x, y, z (eV/angstrom)
Si -0.2792 -0.1609 -0.036 -0.0044 -0.0165 -0.1059
Si 2.9827 2.3959 0.0681 -0.011 0.0217 -0.0877
Si -0.1919 5.9762 0.211 0.0326 -0.0233 -0.0646
Si 3.0887 7.7756 0.0623 -0.0106 0.0014 -0.0965
Si -0.3063 11.0159 0.1693 0.0049 -0.0115 -0.0958
Si 2.9538 13.0138 -0.0787 -0.0281 0.0109 -0.0656
Si 5.2028 0.1641 -0.0372 0.0264 -0.0036 -0.0982
Si 8.8003 2.9412 -0.4295 -0.0169 0.0158 -0.1236
Si 5.2582 5.4082 0.0228 0.0064 -0.0256 -0.0967
Si 8.6117 7.8036 -0.1844 -0.0018 -0.0006 -0.0281
Si 4.8683 11.3169 -0.0222 0.0005 -0.002 -0.0088
Si 8.9799 13.9664 -0.1491 -0.0144 0.0116 -0.1081
Si 11.4976 1.4597 -0.7833 0.0179 0.0041 -0.1169
Si 13.0522 4.0096 -1.13 0.0349 0.0074 -0.164
Si 10.9535 5.7288 0.2449 0.0124 -0.0098 -0.0687
Si 14.1999 7.636 0.2517 -0.0249 0.013 -0.0718
Si 10.7488 11.341 0.0607 0.019 -0.0082 -0.0964
Si 13.9096 13.402 0.2173 0.0015 0.0088 -0.0891
Si 1.2339 1.2688 1.1753 -0.0009 -0.003 0.0035
Si 4.0917 3.9591 1.4442 0.0008 0.0004 0.0056
Si 1.4487 6.8993 1.527 -0.0022 -0.0017 0.0022
Si 4.0997 9.5161 1.3146 0.0026 0.0074 0.0061
Si 1.3771 12.1066 1.4017 -0.0023 0.0015 0.0051
Si 3.9733 14.8368 1.1377 -0.0016 -0.0002 0.0062
Si 6.7522 1.2692 1.3414 0.016 0.0155 -0.0312
Si 9.6825 4.1234 1.375 -0.005 -0.0042 0.0043
Si 6.9209 6.7097 1.1561 0.0029 0.0009 0.0076
Si 9.5283 9.5919 1.1627 0.0017 -0.0068 0.0055
Si 6.6453 12.3074 1.266 0.0046 0.0138 -0.0218
Si 9.963 15.333 1.5292 -0.0004 0.0002 0.0017
Si 11.6684 0.8216 1.4704 0.0013 -0.0033 -0.0021
Si 14.9666 4.2922 1.3379 -0.0222 -0.0116 -0.0345
Si 12.4316 6.869 1.5871 -0.0011 0.0014 0.0038
Si 14.9952 9.4415 1.5109 0.001 0.0016 0.0071
Si 12.2691 12.3291 1.4959 0.0017 -0.0009 0.0039
Si 15.0707 14.8441 1.5889 -0.0019 0.0029 0.0057
Si -0.0586 2.7143 2.5568 0.0034 -0.0025 0.0007
Si 2.6267 -0.1075 2.5659 -0.0009 0.0003 -0.0009
Si 0.0834 8.2126 2.9046 0.0007 0.0015 -0.0003
Si 2.7216 5.3651 2.7544 -0.0006 -0.0014 -0.0008
Si 0.121 13.5012 2.8548 -0.0007 -0.001 -0.0006
Si 2.6969 10.7464 2.7752 0.0001 -0.0022 -0.0011
Si 5.5015 2.668 2.7728 -0.0012 0.0034 0.0026
Si 8.1805 -0.0072 2.7264 0.0027 -0.0002 0.0033
Si 5.5542 8.127 2.5727 0.0011 -0.0011 -0.0015
Si 8.1839 5.4025 2.6631 -0.0011 -0.0008 -0.001
Si 5.3438 13.6312 2.6833 0.0016 0.0053 0.001
Si 8.0886 10.8766 2.553 0.0042 -0.0018 0.0031
Si 10.8525 2.6262 2.7672 -0.0025 0.0021 0
Si 13.5358 -0.0741 2.6953 -0.0011 -0.0042 -0.0008
Si 10.9146 8.301 2.6817 -0.0006 0.0054 0.0001
Si 13.6524 5.4202 2.9188 -0.0054 -0.0002 0.0005
Si 10.938 13.6726 2.8631 0.0027 -0.0003 0.0016
Si 13.591 10.8555 2.7902 -0.0015 -0.0006 -0.0015
Si 1.3018 4.025 4.0387 0 -0.0013 0
Si 4.0337 1.2626 3.9884 0.0003 -0.001 -0.0009
Si 1.3919 9.5323 4.2673 0.0002 -0.0005 0.0008
Si 4.1371 6.796 3.9973 0.0011 0.0002 -0.0004
Si 1.415 14.9481 4.1333 0.0007 -0.0002 0.0007
Si 4.0544 12.2094 4.0561 0.0009 -0.0015 -0.0014
Si 6.8309 4.0788 4.0937 0.0016 -0.0001 0
Si 9.4496 1.3706 4.1604 0 0.0003 -0.0004
Si 6.8233 9.5072 4.0033 -0.002 0.0002 -0.0012
Si 9.5508 6.8211 3.9885 -0.0007 -0.0004 -0.0004
Si 6.7635 14.9548 4.0427 -0.0017 -0.0008 0.0001
Si 9.4531 12.2401 3.9958 -0.0011 0 -0.0007
Si 12.2565 3.9835 4.1186 -0.0004 -0.0006 -0.0007
Si 14.9278 1.3644 3.978 -0.0004 0.0001 -0.0015
Si 12.2135 9.569 4.1565 0.0011 -0.0019 0.0008
Si 15.0238 6.8138 4.1988 0.0007 -0.0004 -0.001
Si 12.2951 14.967 4.2153 0.0008 -0.0003 0.0014
Si 15.0019 12.1902 4.1487 -0.0002 0.0003 -0.0002
Si -0.0197 0.0152 5.3892 0.0004 -0.0003 0.0004
Si 2.694 2.6641 5.3686 -0.0008 -0.0005 0.0005
Si 0.0447 5.4084 5.4868 0.0001 0 -0.0001
Si 2.8024 8.1186 5.4645 0.0004 0.0005 0.0001
Si 0.0116 10.895 5.5692 0.0003 0.0002 -0.0006
Si 2.7609 13.5826 5.4813 0.0002 0.0005 0.0005
Si 5.4082 -0.03 5.4262 -0.0008 -0.0006 0.0008
Si 8.1287 2.7304 5.5072 0.0014 -0.0009 0.0003
Si 5.4481 5.4502 5.4109 0.0003 -0.0007 0.0008
Si 8.181 8.1597 5.3841 0 -0.0007 0.0002
Si 5.4547 10.8571 5.3957 -0.0004 0.0011 0.0007
Si 8.117 13.5797 5.4068 -0.0013 -0.0013 -0.0002
Si 10.8659 0.0012 5.4808 -0.0005 -0.0001 0
Si 13.6419 2.6756 5.46 0.0001 0.0003 0.0001
Si 10.8812 5.4251 5.3883 -0.0004 -0.0003 0.0011
Si 13.6059 8.1896 5.4801 0 -0.001 0.0001
Si 10.822 10.9399 5.4361 -0.0003 -0.0011 0.0011
Si 13.664 13.596 5.5039 -0.0002 0.0007 0.0006
Si 1.3514 1.3541 6.7891 0.0002 0.0002 0.0012
Si 4.0561 4.0555 6.7318 0 -0.0006 0.0007
Si 1.4246 6.7766 6.8261 -0.0001 -0.0008 0.0007
Si 4.1209 9.5198 6.8119 0.0001 -0.0008 0.0005
Si 1.393 12.2778 6.8743 0.0003 -0.0003 0.0003
Si 4.1086 14.9344 6.8521 0.0005 0.0001 0.0013
Si 6.7496 1.3484 6.8152 -0.0003 0.0001 0.0004
Si 9.529 4.0891 6.7999 0.0002 0 0.0005
Si 6.7989 6.8195 6.7674 -0.0001 0.0004 0.0011
Si 9.5008 9.5307 6.7784 0 0 0.0007
Si 6.7848 12.2161 6.7978 0.0001 0.0001 0.0009
Si 9.4832 14.9396 6.7874 0.0008 0.0006 0.0005
Si 12.2624 1.3409 6.8107 -0.0005 -0.001 0.0007
Si 14.9939 4.0596 6.8156 0.0002 -0.0004 0.0005
Si 12.2381 6.7869 6.7723 0.0001 0.0003 0.0008
Si 14.9601 9.5248 6.8697 -0.0008 -0.0005 0.0007
Si 12.2225 12.2709 6.7963 0.0002 -0.0005 0.0004
Si 15.0008 15.0006 6.8215 -0.0001 -0.0001 0.0007
Si 0.0239 2.7254 8.194 0 -0.0008 0.0004
Si 2.7217 0.0015 8.1683 -0.0004 -0.0003 0.001
Si 0.0457 8.1625 8.17 0.0005 0.0003 0.0011
Si 2.7584 5.4014 8.1787 0.0008 0.0001 0.0006
Si 0.0293 13.6649 8.1891 0.0004 -0.0003 0.0006
Si 2.7768 10.8948 8.1934 0.0002 0.0004 0.0007
Si 5.3945 2.7324 8.1503 0.0007 -0.0002 0.0011
Si 8.1275 -0.033 8.1579 -0.0002 -0.0004 0.0013
Si 5.4504 8.1549 8.1839 -0.0004 -0.0008 0.0007
Si 8.1492 5.4542 8.1193 0 -0.0007 0.0009
Si 5.4597 13.5629 8.223 -0.001 0.0002 0.0001
Si 8.1311 10.8512 8.1711 -0.0001 -0.0003 0.0011
Si 10.8963 2.6982 8.1377 -0.0009 0 0.0008
Si 13.6201 0.016 8.1907 -0.0001 -0.0005 0.0005
Si 10.8751 8.1696 8.1152 0 -0.0009 0.001
Si 13.6272 5.4532 8.1264 -0.0007 -0.0004 0.0009
Si 10.8663 13.6135 8.1646 -0.0003 -0.0004 0.0012
Si 13.5757 10.9195 8.1644 -0.0001 -0.0003 0.0014
Si 1.3762 4.1002 9.569 -0.0005 -0.0003 0.0005
Si 4.0767 1.3669 9.5489 -0.0002 0.0002 0.0008
Si 1.3988 9.552 9.5289 -0.0002 -0.0014 0.0009
Si 4.1104 6.7617 9.5502 -0.0004 0 0.0008
Si 1.3569 15.0231 9.5671 -0.0001 0 0.0012
Si 4.1096 12.2215 9.6349 0.0004 0.0004 0
Si 6.7856 4.1002 9.4784 -0.0006 -0.0004 0.0005
Si 9.5334 1.3115 9.4954 -0.0001 -0.0001 0.0008
Si 6.7705 9.5095 9.5758 -0.0001 -0.0001 0.001
Si 9.48 6.8365 9.4597 -0.0011 0.001 0.0011
Si 6.8066 14.9446 9.5756 0.0004 0.0002 0.0008
Si 9.5229 12.2068 9.5006 -0.0005 0.0002 0.0005
Si 12.249 4.0918 9.4417 0.0001 -0.0004 0.0002
Si 14.9776 1.3938 9.561 -0.0013 0.0003 0.0002
Si 12.2314 9.5275 9.4873 0.0007 0.0004 0.0007
Si 15.0007 6.8041 9.5033 0.0003 0.0001 0
Si 12.2221 14.9967 9.5153 0.0004 0.0001 -0.0005
Si 14.9649 12.2947 9.4867 -0.0005 -0.0005 0.0004
Si -0.0029 0.0479 10.953 0 -0.0005 0.0003
Si 2.7317 2.7375 10.9247 0.0007 -0.0005 -0.0008
Si 0.0015 5.4782 10.9289 -0.0008 0.0003 -0.0009
Si 2.7077 8.1249 10.8772 0.0009 -0.0015 0.0014
Si 0.0261 10.9688 10.8377 0.0012 -0.0006 0
Si 2.7211 13.6662 10.9092 -0.0011 0.0002 -0.0001
Si 5.4505 0.0083 10.9339 -0.0011 -0.001 -0.0007
Si 8.1531 2.7036 10.7744 -0.0009 0.0006 -0.0005
Si 5.5236 5.4581 10.941 -0.0011 -0.001 -0.0003
Si 8.12 8.1218 10.9008 -0.0006 0.0033 0.0001
Si 5.4549 10.8231 11.0412 0.0006 0.0006 -0.0014
Si 8.2072 13.5601 10.8886 -0.0012 0 0.0006
Si 10.8693 -0.0305 10.9389 -0.0007 0.0001 0
Si 13.5933 2.8076 10.8603 0.0016 -0.0009 -0.0001
Si 10.8664 5.4602 10.7216 0.0002 -0.0021 0.0002
Si 13.664 8.227 10.8089 -0.0004 -0.0004 -0.0002
Si 10.8391 10.8203 10.873 0.0011 0.0009 0.0005
Si 13.6007 13.6504 10.8332 -0.0009 -0.0002 0.0001
Si 1.3474 1.4438 12.3259 0.0003 -0.0015 -0.0005
Si 4.1852 4.0542 12.2458 -0.0024 0.0029 -0.001
Si 1.3263 6.8754 12.3171 0.0014 -0.0028 -0.001
Si 4.0436 9.3581 12.339 -0.0024 0.0019 -0.0025
Si 1.3168 12.3573 12.2505 0 -0.0021 -0.0029
Si 4.0303 15.0278 12.3085 0.0027 0.0015 0.0002
Si 6.9255 1.3395 12.2333 -0.0008 0.0008 -0.0009
Si 9.4841 4.1197 12.0542 0.0055 -0.0012 0.0012
Si 6.8716 6.7834 12.4068 -0.0001 -0.0048 -0.0023
Si 9.4514 9.4576 12.2562 0.0014 -0.0037 0.0004
Si 6.9065 12.2353 12.3209 -0.0041 0.0001 -0.0002
Si 9.5758 14.823 12.3287 0.0047 -0.0025 -0.0007
Si 12.212 1.4664 12.194 -0.0036 0.003 -0.0002
Si 14.9235 4.1602 12.2778 0.0002 0.0014 -0.0018
Si 12.23 6.8314 12.009 -0.0023 0.0019 0.0005
Si 15.0414 9.5974 12.189 -0.0015 0.0024 0.0015
Si 12.2621 12.2205 12.1034 -0.0032 -0.0007 0.0022
Si 14.887 15.0247 12.2548 0.0004 0.0005 -0.0026
Si -0.1021 2.7789 13.6561 -0.002 0 0.0062
Si 2.6882 0.1024 13.7461 -0.0008 0.0008 0.0062
Si -0.0429 8.3049 13.7276 0.0027 -0.0008 0.0062
Si 2.7215 5.3817 13.5028 -0.0123 -0.0151 -0.0302
Si -0.0818 13.7349 13.6604 -0.0012 0.0013 0.0085
Si 2.6213 10.8338 13.489 0.0015 -0.0012 0.0053
Si 5.5772 2.6812 13.598 -0.0003 -0.0005 0.007
Si 8.2089 -0.1153 13.6197 -0.0031 -0.003 0.0074
Si 5.4865 8.1011 13.8441 0.0007 0.0002 0.0103
Si 8.3116 5.3466 13.6695 0.0022 0.0003 0.0082
Si 5.4539 13.6203 13.5572 -0.0002 -0.0013 0.0069
Si 8.202 10.8006 13.7505 0.0057 0.0008 0.0104
Si 10.8991 2.95 13.446 0.013 0.0122 -0.0256
Si 13.5737 0.1769 13.5476 0.0014 0.0016 0.0072
Si 10.864 8.0243 13.455 0.0023 0.0026 0.0043
Si 13.5601 5.6618 13.4954 0.0035 -0.0037 0.0091
Si 10.9119 13.308 13.6432 -0.0148 -0.0143 -0.0245
Si 13.6354 10.9556 13.4765 -0.0028 0.0003 0.004
Si 1.2573 4.235 14.8104 -0.0198 0.0028 -0.099
Si 4.4236 1.1874 14.9775 0.0034 -0.0168 -0.0944
Si 0.9994 10.0265 15.0237 -0.0221 -0.0062 -0.1166
Si 4.7808 6.5061 15.4946 0.0078 0.0051 -0.1556
Si 0.9838 15.3765 15.0119 -0.0089 0.017 -0.1021
Si 4.2156 12.0071 14.6617 0.0221 -0.0144 -0.0776
Si 6.8371 4.0756 15.0209 -0.009 0.0126 -0.1096
Si 9.586 0.8372 15.2719 0.0153 -0.005 -0.1256
Si 6.4845 9.8329 15.0358 0.0051 -0.0039 -0.0343
Si 10.115 6.2837 14.8793 0.0201 -0.0229 -0.0975
Si 6.5484 15.1919 14.8991 -0.0219 0.0181 -0.1083
Si 10.0481 11.5932 15.0177 0.0112 -0.0241 -0.1125
Si 11.8783 4.6267 14.7041 -0.016 0.0275 -0.0631
Si 15.0605 1.269 14.9962 0.0146 -0.0067 -0.0902
Si 12.2727 9.4506 14.5986 0.0078 -0.005 -0.0405
Si 14.4652 7.345 14.8887 -0.0013 0.0019 -0.022
Si 12.2986 15.5348 15.1985 -0.0167 0.0032 -0.1127
Si 14.9979 12.2094 14.9539 0.0174 -0.0215 -0.1036
Si -3.9116 -17.8883 19.7608 -0.0115 -0.0221 -0.2101
Si 2.9038 7.603 20.0151 -0.0051 0.019 -0.1892
Si -0.8017 -0.0345 23.3444 -0.0187 -0.0186 -0.2585
Si -8.9838 19.0983 23.319 0.0078 -0.0187 -0.2983
Si -14.5197 -5.5444 17.8211 0.0037 0.0097 -0.2194
Si 4.4836 26.3563 18.9125 0.0212 -0.0076 -0.2099
Si 3.3502 2.0358 24.3349 -0.0083 -0.0071 -0.2196
Si -1.8664 0.5064 20.565 -0.0265 -0.0114 -0.2379
Si -16.0201 20.8542 21.0798 -0.0079 0.0394 -0.2127
Si 8.1086 -3.1959 21.5146 0.0395 0.0075 -0.2248
Si -2.3472 5.4832 26.3416 0.0019 -0.0269 -0.2169
Si -11.0029 20.4638 25.036 -0.0198 -0.0562 -0.2189
Si 5.3625 10.307 27.9179 0.0258 0.0126 -0.1672
Si 7.1247 9.2882 17.23 -0.0072 0.0029 -0.177
Si 2.445 29.7801 16.9089 -0.0207 -0.0003 -0.2126
Si 0.4404 21.1574 25.5406 -0.0031 -0.0331 -0.2007
Si 13.526 15.8755 28.4224 0.0228 0.0172 -0.1975
Si 12.6846 3.2148 24.6943 0.0183 -0.0353 -0.2505
Si 3.1377 4.0774 21.8761 -0.0094 0.0482 -0.2536
Si 7.2659 15.3697 27.7604 0.002 -0.0037 -0.2102
Si 14.066 14.157 17.2471 -0.0143 -0.0193 -0.2513
Si 6.7125 20.1365 27.6652 -0.0111 -0.0372 -0.2396
Si 9.5857 41.7175 23.9079 0.0322 -0.0139 -0.266
Si 6.7886 -3.6633 26.3161 -0.0139 0.0306 -0.2593
Si -14.6241 20.8342 28.0722 0.0082 0.0012 -0.2271
Si 12.8648 21.0145 19.3647 -0.0034 -0.0066 -0.2401
Si -2.6238 24.6158 27.31 -0.0035 -0.0096 -0.1891
Si 25.8932 3.6298 25.0263 0.0006 0.0088 -0.1949
Si 16.7069 18.4405 24.7255 0.0228 -0.0364 -0.1877
Si -6.327 27.4117 20.5478 -0.0306 0.0296 -0.2192
Si 14.2694 17.1345 25.7331 0.0338 0.0402 -0.2371
Si 12.1531 10.895 27.3441 0.0035 0.0203 -0.1866
Si 4.1894 22.0925 18.342 0.0018 -0.0083 -0.2607
Si -7.9909 18.487 20.355 0.0576 0.0002 -0.2931
Si 14.0018 19.6823 21.8127 0.0148 0.0462 -0.2888
Si -2.6277 3.3835 16.8151 0.0053 -0.0104 -0.2168
Si -15.4852 14.1073 27.8315 -0.0334 0.0081 -0.2536
Si 9.7874 4.3065 18.9523 -0.0117 0.013 -0.2
Si -27.2762 28.4796 20.8893 -0.0356 -0.0292 -0.2458
Si -17.9272 10.4596 22.0273 0.0211 -0.0439 -0.2311
Si 9.3072 -5.3748 26.2048 -0.0095 -0.002 -0.2308
Si -8.0522 2.4712 17.4005 -0.0177 -0.0047 -0.2455
Si 7.8824 23.5497 22.4626 -0.0208 0.0041 -0.2936
Si 16.3331 9.7975 27.2683 -0.0226 0.0114 -0.1801
Si 5.092 6.2625 21.1435 -0.0507 0.0229 -0.2416
Si 2.4506 15.8537 20.4279 -0.0063 0.0066 -0.2476
Si 16.1031 31.3083 19.2683 0.0007 -0.0181 -0.2333
Si 1.2561 -18.3707 24.7407 0.0191 0.0114 -0.2553
Si 15.5537 5.884 16.3064 -0.0147 0.0078 -0.1809
Si 7.903 8.4882 27.6592 0.0252 -0.0029 -0.1993
Si 7.4034 -1.9373 17.8093 -0.0084 -0.0147 -0.221
Si 19.1361 25.0992 27.1438 -0.0045 -0.0311 -0.1865
Si 18.324 18.777 19.8144 0.0101 -0.0184 -0.2278
Si -13.2412 -10.3141 25.9056 0.0196 -0.0468 -0.2077
Si 5.9066 -2.9946 23.4222 0.0094 -0.0038 -0.2978
Si 9.3092 31.8558 19.8471 -0.0069 0.0052 -0.1977
Si -8.7309 17.9096 26.0609 0.0094 0.0399 -0.2357
Si -1.0657 22.9296 19.1722 0.0014 -0.005 -0.2365
Si 15.416 12.5634 23.9755 -0.0204 -0.0214 -0.2884
Si 19.971 -17.2697 23.3038 -0.0081 -0.0055 -0.2362
Si 4.5377 30.8048 19.0463 0.0133 -0.0103 -0.2255
Si 8.7803 6.6067 25.2434 0.03 -0.0215 -0.2667
Si 0.2637 -7.2461 20.0408 0.0405 -0.0074 -0.2201
Si -6.4393 8.1094 20.4075 0.002 0.0053 -0.2512
Si 14.3402 -19.3947 21.2832 -0.0335 0.0347 -0.2504
Si 28.2366 9.438 21.8335 0.01 0.0062 -0.2243
Si -1.5103 12.3334 26.7448 -0.0049 0.0285 -0.224
Si 19.4582 -29.6278 17.1115 0.0143 -0.0086 -0.2485
Si -7.4089 28.106 17.8139 -0.0187 -0.0172 -0.2416
Si 8.9928 23.2617 17.8271 -0.0237 -0.009 -0.2508
O -8.8992 2.2887 -8.2808 -0.0556 0.032 0.224
O 1.4181 -6.9246 -3.3999 0.0043 -0.0013 0.0684
O 6.9659 -3.9251 -9.4003 0.0128 0.0149 0.0987
O -2.0255 11.6726 -8.9617 0.0087 -0.0175 0.0924
O 4.0905 1.3098 -0.5124 -0.0033 -0.005 0.0456
O 8.9557 18.8343 -3.9725 -0.0223 -0.0325 0.0967
O 0.36 -0.9944 -6.1117 0.0312 -0.0311 0.0986
O 7.4452 -2.8303 -7.0794 -0.0568 0.0107 0.1432
O -6.4859 28.9454 -0.5288 0.0067 0.0009 0.0506
O 3.6149 -2.3713 -12.1573 0.0645 0.0353 0.1275
O 1.6999 5.7396 -4.9074 0.015 0.0116 0.0874
O 4.1789 6.6033 -0.3382 0.0043 0.0019 0.0442
O 11.8168 5.0423 -0.9657 -0.0362 0.0246 0.0755
O 2.1126 -3.0146 -1.5038 0.0671 -0.0335 0.1175
O 9.8842 7.7383 -5.185 -0.0112 -0.0393 0.1139
O -0.706 0.1888 -10.5284 -0.0248 0.0264 0.1004
O 6.5955 2.2394 -2.8284 -0.0106 0.0277 0.1077
O 11.9928 16.4133 -1.502 -0.0286 0.0199 0.0746
O 7.5501 18.4 0.1278 -0.0219 -0.0243 0.0626
O 6.0424 11.4676 -2.9603 -0.0529 -0.0735 0.1293
O 3.6456 25.0162 -10.91 -0.0234 -0.0398 0.0857
O 2.9321 21.6511 -2.6426 -0.0256 -0.0244 0.1218
O -2.0529 12.8463 -13.7203 -0.0278 0.0577 0.1287
O 17.8001 8.1063 -9.5264 -0.0074 -0.0041 0.0679
O -3.9945 -12.4698 -13.9183 0.042 -0.0326 0.1053
O 14.2485 2.0361 -9.0931 0.0008 0.0298 0.099
O 8.3476 10.2792 -12.3858 0.0338 0.0343 0.0955
O 14.6364 0.3953 -0.7218 0.0416 0.0008 0.082
O 14.8483 13.5139 -7.2164 0.0492 -0.0186 0.1775
O 7.1429 1.5932 -5.5424 0.0101 -0.0337 0.1642
O 12.7814 9.5027 -3.2229 0.0077 -0.0052 0.0703
O -2.3224 20.9601 -2.2841 -0.029 -0.0327 0.1388
O 9.3307 12.0853 -8.3913 -0.0151 0.0123 0.0902
O 19.1335 -1.8542 -5.6772 -0.0531 -0.029 0.1062
O 22.4692 20.1516 -6.3684 -0.0267 0.0205 0.1207
O 7.7178 12.824 -11.9853 -0.0031 0.0074 0.0791
O -1.4737 4.4313 16.4335 -0.0116 -0.0188 0.0685
O 1.6548 9.8146 16.5132 0.0278 0.026 0.1583
O -11.4192 -5.6057 20.3012 0.0269 0.0609 0.1263
O -0.3125 6.3774 17.7583 -0.0001 0.0154 0.1887
O -5.3596 25.7196 23.1504 -0.0798 -0.0121 0.1561
O -2.0877 18.2759 16.2693 -0.0287 0.0366 0.0951
O 1.3657 14.9404 19.5961 0.0229 0.0231 0.0923
O 4.5665 6.7563 17.0939 -0.0272 -0.0304 0.1706
O -4.7994 10.7915 20.9974 0.0336 -0.0322 0.088
O -15.6903 19.644 20.036 -0.0161 0.0259 0.0919
O 4.3158 21.7369 25.024 -0.0336 0.0345 0.0938
O -1.7569 -3.3441 25.2849 -0.0228 -0.0106 0.1814
O 11.0853 19.5934 24.705 -0.0125 0.0061 0.0716
O 9.1498 0.7308 20.3619 -0.0077 0.0201 0.0794
O -0.2315 5.8152 20.2926 0.0405 -0.0651 0.1245
O 4.0908 1.9724 16.3688 -0.0333 0.0499 0.1176
O -0.7898 14.5602 17.7957 0.0465 0.0302 0.1393
O 8.7446 5.5049 18.5658 0.0129 -0.0262 0.0898
O 9.9347 7.7558 18.8363 0.0346 0.0416 0.1682
O -0.1369 16.4992 15.4768 0.0002 -0.0053 0.0501
O 7.6176 7.7583 17.538 0.0296 -0.0293 0.0854
O -12.4811 16.9229 23.8043 -0.0011 0.0454 0.085
O -11.783 29.6648 20.1834 0.0213 -0.0443 0.1191
O 5.6731 20.8444 28.6953 -0.0375 0.0507 0.1315
O -1.1668 27.3695 23.4781 0.0237 0.0558 0.1499
O 9.7608 6.7265 16.4185 -0.0465 0.0265 0.1798
O -5.3819 16.3451 15.6502 -0.0011 0 0.0515
O 26.2678 18.2364 28.9833 0.0059 0.0048 0.0609
O 21.7859 16.3116 15.3918 0.0042 -0.0042 0.0473
O 4.4155 19.1213 25.3083 0.0345 0.0334 0.0921
O 7.5853 18.5171 18.8679 -0.0027 -0.0137 0.1723
O 13.187 4.6436 25.2317 0.0325 0.0627 0.1196
O 3.2955 7.5986 26.1329 -0.0105 0.0593 0.0916
O 3.9656 9.8815 27.205 0.0298 0.0223 0.0837
O 18.3622 3.5214 16.0403 0.0555 -0.0289 0.1294
O 8.76 19.8265 23.6184 0.0378 0.0136 0.1258
O -0.933 13.9091 20.2499 -0.0415 -0.0431 0.133
O 9.7 -4.0939 16.4716 -0.0334 0.0119 0.1547
O 3.3561 6.1055 14.851 0.0292 0.0141 0.0675
O -1.028 -7.78 27.164 -0.0009 -0.0006 0.0633
O 6.4338 4.493 26.1948 0.0397 0.0016 0.1503
O -0.6802 -5.3472 26.4263 0.0189 -0.038 0.0922
O 8.5873 14.888 28.5737 0.0455 -0.0274 0.1054
O -0.8424 5.7448 25.8154 -0.0261 0.0156 0.075
O -2.0651 -0.0273 24.3438 -0.0327 0.0232 0.1421
O -9.8844 6.8675 21.7817 0.0734 0.0165 0.1103
O 1.4186 28.6812 17.5397 -0.0063 -0.0195 0.0786
O 14.8597 28.4517 29.8069 -0.0021 0.003 0.055
O 5.8099 5.2569 15.4641 -0.0198 0.0099 0.0594
O -0.9106 4.0832 22.0338 -0.0289 -0.0227 0.0997
O -6.6653 3.2716 17.7011 0.0192 0.03 0.1069
O 9.4165 5.1546 25.6067 0.0003 0.0107 0.079
O -7.3317 23.3661 21.2611 -0.0553 -0.0172 0.1483
O -7.7359 14.5329 20.8903 -0.0297 -0.0558 0.1092
O 9.273 -6.7112 20.5207 0.0104 -0.0108 0.0857
O -0.528 13.254 27.6492 0.0294 0.0167 0.097
O 3.9075 7.3701 21.2549 0.0397 -0.0224 0.1007
O 0.8738 10.1796 18.996 -0.0538 -0.0515 0.1342
O -5.0496 21.2405 19.0815 0.0187 0.0023 0.0703
O -11.033 22.1927 19.5504 0.028 0.0146 0.1672
O -3.019 6.9377 26.5111 0.0023 0.0419 0.0799
O 13.2665 3.002 23.1947 -0.061 -0.0092 0.2143
O -18.9286 38.7007 19.0585 -0.0073 -0.0073 0.0808
O 3.406 27.2804 18.1376 0.0342 -0.0174 0.0839
O 9.9241 11.7712 19.0807 0.0431 -0.0257 0.1709
O 6.6131 14.0641 27.0793 0.0125 0.0496 0.1029
O 3.2197 29.0796 15.692 -0.0504 0.0408 0.119
O 19.1435 6.2702 19.069 -0.0156 0.0236 0.101
O 6.0229 14.7924 18.5323 -0.0466 0.0007 0.0909
O 5.3133 10.9852 15.3404 0.0053 -0.0064 0.0443
O 7.3363 3.3402 16.3976 0.0464 -0.044 0.1326
O -17.7261 -0.3042 21.8818 0.0472 -0.0098 0.1895
O -0.297 9.7676 21.377 -0.062 0.0493 0.1326
O 18.2599 18.1458 25.0738 -0.028 0.0063 0.0762
O -2.9185 3.4702 18.4051 -0.0223 0.0366 0.1607
O -7.1626 10.3658 24.7153 -0.0126 0.0643 0.1626
O 1.2184 14.5716 26.3279 -0.0142 -0.0099 0.212
O -5.4689 27.6689 26.4638 0.0449 -0.0049 0.0881
O 2.3268 35.9165 28.8521 0.0317 -0.0518 0.1068
O 5.1139 -1.5967 23.2045 -0.002 0.0046 0.0818
O 12.4189 18.9157 28.4866 -0.0169 -0.0133 0.0698
O 0.5398 31.7093 28.7883 -0.0202 0.0509 0.1154
O 15.3713 -8.138 19.4395 0.0134 0.031 0.0773
O -6.4667 6.7496 29.5715 0.0064 -0.005 0.0392
O -3.1565 18.3224 25.6294 0.006 -0.0274 0.0934
O 20.1887 -0.5126 19.6201 -0.0439 0.0262 0.0995
O 8.3642 12.2739 26.2431 -0.0046 -0.0029 0.0765
O 8.1762 3.907 28.3928 0.0463 -0.0106 0.1101
O -8.3921 22.6827 23.8439 0.0314 -0.0267 0.1811
O 2.3164 18.5805 18.255 -0.0444 -0.0205 0.1714
O 16.9909 12.84 24.3029 0.0169 0.014 0.0938
O 7.9751 23.6286 26.4991 -0.042 0.0769 0.1883
O 2.7859 31.6748 21.9186 0.0447 -0.0182 0.1958
O -0.2103 27.419 15.3626 0.0084 0.0003 0.0485
O 11.4336 -8.1748 20.9368 0.0296 0.0263 0.0995
O 8.2657 8.7223 22.9838 0.0355 0.0237 0.1236
O 9.3328 3.4635 20.2769 -0.0291 -0.0376 0.1215
O 13.4978 -2.0061 28.9126 0.006 -0.0385 0.0916
O 13.4288 8.0729 28.8774 0.019 -0.025 0.1425
O 7.7623 0.0615 26.5881 -0.0107 -0.0587 0.1092
O 12.8548 13.8766 21.0387 0.0398 -0.0314 0.1057
O 16.4511 20.0118 24.4618 0.0046 0.0456 0.0971
O 22.428 16.0047 28.6846 -0.0604 0.027 0.1182
O 29.6573 24.7801 15.4285 0.0046 -0.0048 0.0368
O 8.5838 15.3114 18.4134 0.0455 0.0231 0.1208
O 13.3996 15.3643 16.3815 0.0421 -0.041 0.1201
O 5.9955 -3.5032 24.9225 0.0457 -0.0391 0.2261
O -0.0851 1.4285 23.3198 0.0129 0.0257 0.1141
O -13.1067 -13.0805 20.4832 0.0201 0.0337 0.1279
O 19.4565 -13.2958 23.088 0.0136 -0.0744 0.1729
O 0.7101 5.4479 28.9247 -0.0579 0.0479 0.1192
O 10.0036 34.9439 14.6615 -0.0216 -0.0248 0.0582
O -13.8617 8.2192 28.6291 0.009 -0.02 0.1367
O 5.1693 12.2178 22.4879 0.0122 0.0378 0.1676
O 1.6123 14.7186 16.3621 0.032 -0.0424 0.1139
O -14.6316 4.8693 21.8588 0.0314 -0.0062 0.0935
O 11.86 14.0392 14.7719 0.0211 0.025 0.0515
O 13.3485 11.9966 27.3322 -0.028 -0.0142 0.0714
O -7.5275 9.7922 27.2265 -0.0331 -0.0619 0.1169
O 8.7029 1.1181 16.6094 -0.0271 0.0417 0.1203
O -3.293 20.628 20.913 0.0361 -0.0498 0.1663
O 6.3573 8.9998 27.8633 -0.0149 0.0055 0.0691
O 7.5548 13.4026 30.4289 -0.0188 -0.0204 0.044
O 13.0004 -2.3683 18.4601 -0.0457 0.0239 0.1579
O 17.1355 3.9534 26.8559 0.0312 0.0065 0.1412
O 11.6095 10.6849 28.8455 -0.0412 0.0097 0.1378
O -5.4882 15.056 19.6764 0.0036 0.001 0.0627
O 0.5212 5.5843 15.3877 -0.0261 0.0094 0.0694
O 13.9774 -0.2761 26.8822 -0.0357 -0.0514 0.1696
O 13.1034 -0.0998 19.9399 0.0332 0.0275 0.0846
O 11.1749 -5.9092 15.3817 -0.0165 0.0146 0.0442
O 1.8633 1.012 20.5263 0.0011 -0.0186 0.0812
O 20.3048 4.2733 17.7302 0.01 0.036 0.1005
O 13.8861 3.7088 30.23 0.0351 0.0076 0.0819
O -0.5789 1.4771 25.8858 -0.0316 -0.0111 0.0942
O 16.5456 10.3132 28.7913 -0.004 0.0298 0.1398
O 4.4533 5.0037 21.9321 -0.0114 -0.0423 0.0998
O 7.2871 14.6079 16.2163 0.0284 -0.0294 0.1664
O 5.8243 9.6829 18.0994 -0.0766 0.025 0.13
O -2.8504 9.4343 22.1591 0.0016 0.0024 0.0721

Results
free energy: -283317.393 eV
free energy less fixed offsets of O -570.45, Si -639.56 eV per atom: -4.033 eV

The program warned: the cutoff lies below the one the program advises for these potential files; the forces do not sum to zero within the program's tolerance; empty levels may hold ghost states of the PAW files; the exchange-correlation potential is rough where the density is thin.
